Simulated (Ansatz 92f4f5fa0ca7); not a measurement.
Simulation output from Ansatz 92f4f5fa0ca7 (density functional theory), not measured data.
Periodic cell of 276 atoms, Si163O107As6, from a study of silicon, its oxide and their interface. The atomic structure is a simulated model.
Doubt: the cutoff is far below the 930 eV that the study's wrapper takes by default for these files, so forces and energies are approximate.

Settings
functional: PBE
potential files: Ansatz PAW
basis: plane waves
wave-function cutoff: 580 eV
density cutoff ratio: 5
exchange-correlation grid ratio: 1
k mesh: 1 x 1 x 1, Gamma-centred
self-consistency stop: 5e-08 eV per atom in the density residual
occupations: fixed
spin: none
net charge: 0

Cell vectors (angstrom)
a  11.6015  0  0
b  0  13.3963  0
c  0  0  31.0834

Atoms and the computed forces on them: element, x, y, z (angstrom), force x, y, z (eV/angstrom)
Si  -0.0092  -0.3269  24.4342  -0.0596  -0.1742  -0.2901
Si  3.7766  -0.304  24.1188  -0.2268  -0.1493  -0.3995
Si  7.703  -0.1377  24.3957  0.0502  0.1419  -0.3339
As  1.9619  3.1765  24.0025  -0.1479  0.0085  -0.0632
Si  5.9288  3.0133  24.3652  0.2055  -0.0044  -0.4464
Si  9.6822  3.2083  24.5664  0.0967  0.252  -0.2902
Si  0.124  6.5886  24.5429  0.0101  0.0506  -0.4771
Si  3.9635  6.4208  24.4023  0.1766  -0.1201  -0.3663
As  7.8914  6.5372  24.2345  -0.1555  -0.0088  -0.5068
Si  1.859  9.7221  24.4049  -0.1891  -0.2612  -0.4081
Si  5.8947  9.6098  24.1794  0.214  -0.4434  -0.2464
As  9.6781  9.8086  24.2133  0.1468  0.0428  -0.3544
Si  0.0755  2.022  25.0591  0.0101  -0.0241  0.3179
Si  3.8608  1.9849  24.9537  -0.0381  0.149  0.3879
Si  7.7896  2.0104  25.3693  0  0.004  0.2423
Si  2.0182  5.3112  25.1787  -0.089  -0.0016  0.2247
Si  5.9622  5.33  25.0653  -0.1472  0.1472  0.4507
Si  9.7445  5.4563  25.2517  0.1121  0.0305  0.4245
Si  -0.0529  8.7898  25.3788  -0.0318  -0.0202  0.272
Si  3.8935  8.691  25.0799  -0.0478  -0.0036  0.129
Si  7.8029  8.7182  25.248  -0.0139  -0.0306  0.3728
Si  1.9564  11.988  25.1158  -0.0646  0.1733  0.2723
Si  5.7678  11.9696  24.8344  0.1021  0.1223  0.1285
Si  9.6091  12.0432  25.155  -0.0176  -0.0521  0.3926
Si  0.0484  2.1117  27.48  -0.0606  -0.0597  -0.1052
Si  3.8889  2.0947  27.4073  0.0421  -0.0912  -0.0034
Si  7.7613  2.1227  27.6737  -0.031  -0.0131  0.0672
Si  1.9729  5.4338  27.5357  0.0843  0.076  0.1126
Si  5.8511  5.4468  27.4724  -0.1437  -0.101  -0.0736
Si  9.7075  5.5002  27.6011  0.1431  -0.0506  -0.0918
Si  -0.0109  8.8553  27.6805  0.156  -0.0962  -0.0072
Si  3.885  8.817  27.4762  0.0687  -0.0168  0.1183
Si  7.7611  8.8144  27.5888  -0.2278  0.121  -0.0179
Si  1.9573  12.1442  27.5064  0.0023  -0.0371  0.0252
Si  5.7851  12.1356  27.3389  0.013  -0.0794  0.1045
Si  9.6397  12.1549  27.5299  -0.085  0.1395  0.0285
Si  1.9717  1.0038  28.302  -0.0057  0.084  -0.1666
Si  5.7928  0.9686  28.2884  0.0148  0.0953  -0.1211
Si  9.7173  1.0068  28.3271  -0.0279  -0.0192  -0.0088
Si  0.0313  4.3502  28.3334  0.0537  -0.0365  -0.0919
Si  3.9178  4.3306  28.3018  -0.0462  0.0791  -0.1008
Si  7.7646  4.391  28.3546  -0.0606  -0.0267  -0.1142
Si  1.9587  7.7022  28.3152  -0.0193  -0.0021  -0.0645
Si  5.8058  7.6897  28.3097  0.0126  0.066  -0.1218
Si  9.6744  7.7183  28.3855  0.0264  0.0429  -0.09
Si  -0.0011  11.1068  28.3482  0.0198  -0.0369  -0.1134
Si  3.8946  11.0556  28.3047  -0.0193  0.0139  -0.1613
Si  7.6935  11.0758  28.3158  0.0336  -0.0473  -0.111
Si  1.9336  1.1164  30.6884  0.0893  -0.2144  -0.0865
Si  5.8008  1.1164  30.6884  -0.1175  -0.3689  -0.2781
Si  9.6679  1.1164  30.6884  0.1613  -0.1973  0.123
Si  0  4.4654  30.6884  0.0729  -0.213  0.0357
Si  3.8672  4.4654  30.6884  0.0911  -0.328  -0.1753
Si  7.7343  4.4654  30.6884  0.0244  -0.0707  0.2427
Si  1.9336  7.8145  30.6884  0.1585  -0.177  -0.0585
Si  5.8008  7.8145  30.6884  -0.0568  -0.2392  -0.0445
Si  9.6679  7.8145  30.6884  -0.0746  -0.138  0.5053
Si  0  11.1635  30.6884  -0.0029  0.0601  0.2294
Si  3.8672  11.1635  30.6884  0.1128  -0.1611  -0.1135
Si  7.7343  11.1635  30.6884  -0.1446  -0.0416  -0.0844
Si  0  0  0.3944  -0.0134  0.0495  -0.1402
Si  3.8672  0  0.3944  0.0354  0.2424  0.0741
Si  7.7343  0  0.3944  -0.1654  0.1106  -0.0517
Si  1.9336  3.3491  0.3944  0.0896  0.3046  0.0937
Si  5.8008  3.3491  0.3944  -0.1171  0.1367  -0.1564
Si  9.6679  3.3491  0.3944  -0.0736  0.3339  -0.2355
Si  0  6.6981  0.3944  -0.0387  0.0254  -0.0006
Si  3.8672  6.6981  0.3944  -0.0644  0.2382  0.0929
Si  7.7343  6.6981  0.3944  0.0838  0.1898  0.024
Si  1.9336  10.0472  0.3944  0.1056  0.069  -0.2385
Si  5.8008  10.0472  0.3944  -0.0381  0.1832  0.0223
Si  9.6679  10.0472  0.3944  -0.1203  0.1416  -0.2551
Si  -0.0022  0.087  2.7312  0.034  0.0399  0.1497
Si  3.8395  0.1065  2.7655  0.012  -0.0717  0.0934
Si  7.6962  0.1093  2.755  0.0301  -0.0211  0.0503
Si  1.9337  3.4755  2.776  -0.0011  -0.0337  0.1316
Si  5.7861  3.423  2.7465  0.0118  -0.0198  0.1001
Si  9.6467  3.5063  2.7294  0.0014  -0.0355  0.1293
Si  -0.0252  6.7839  2.7642  0.0258  0.0353  0.0339
Si  3.8642  6.7921  2.7734  -0.027  -0.0658  0.1557
Si  7.732  6.82  2.7539  -0.0476  -0.0123  0.1446
Si  1.9463  10.1178  2.7416  0.0182  0.0038  0.1815
Si  5.7786  10.1525  2.7644  -0.0187  0.0265  0.1769
Si  9.6241  10.1773  2.7331  -0.02  0.0183  0.0373
Si  -0.0411  2.3547  3.4367  0.1641  0.0158  0.05
Si  3.8515  2.3485  3.6133  0.0214  -0.0067  -0.0384
Si  7.7502  2.3627  3.5099  -0.2032  -0.0927  0.0774
Si  1.9171  5.7324  3.6272  0.0165  0.0855  -0.0584
Si  5.8162  5.6648  3.5075  -0.0971  0.045  0.0361
Si  9.6337  5.7289  3.6344  0.1783  0.0762  0.0441
Si  -0.041  9.0576  3.4319  0.0026  -0.2023  -0.0012
Si  3.8768  9.025  3.6216  -0.0317  0.03  -0.0405
Si  7.7115  9.0676  3.5744  0.0356  -0.0234  -0.0438
Si  1.9192  12.345  3.5312  0.1741  0.1361  0.1194
Si  5.7589  12.3948  3.5906  -0.0104  0.0199  -0.1054
Si  9.6476  12.4197  3.5107  -0.2458  -0.0466  0.0972
Si  -0.081  2.4322  5.7577  0.1183  0.0295  -0.4359
Si  3.8367  2.4476  6.0285  -0.0439  0.0189  -0.1829
Si  7.7551  2.4348  5.8631  -0.0761  0.1104  -0.387
Si  1.8949  5.9096  6.0489  -0.0841  0.0344  -0.2059
Si  5.8593  5.6994  5.8602  -0.0103  -0.0211  -0.4352
Si  9.6208  5.8225  6.0676  -0.1005  -0.1337  -0.3592
Si  -0.0971  9.2087  5.7508  0.0837  -0.1185  -0.3239
Si  3.9023  9.1111  6.0493  0.0536  -0.1586  -0.108
Si  7.7086  9.1804  5.9613  0.0364  -0.026  -0.2321
Si  1.9048  12.4027  5.9019  -0.0556  -0.103  -0.5157
Si  5.7182  12.4868  5.9833  0.0589  -0.0036  -0.2725
Si  9.6013  12.545  5.8675  0.0821  -0.0049  -0.3984
Si  1.8252  1.2836  6.5171  -0.255  -0.118  0.2197
Si  5.8261  1.3388  6.7131  0.4049  0.0439  0.2755
As  9.6666  1.3658  6.833  0.0158  -0.2328  0.5967
Si  -0.0093  4.643  6.6436  -0.0945  -0.2187  0.4303
Si  3.8595  4.7534  6.6874  0.1366  0.0472  0.5656
As  7.7111  4.6008  6.9636  0.0678  -0.0743  0.3012
Si  1.8133  8.2754  6.7314  -0.2177  0.4699  0.4008
Si  5.882  7.9106  6.6949  0.0626  -0.2828  0.2972
Si  9.6503  8.1393  6.7725  0.0389  0.286  0.4102
As  -0.1002  11.3833  6.7234  -0.0762  0.0248  0.5881
Si  3.8297  11.3403  6.8537  -0.1519  0.1174  0.4964
Si  7.6721  11.4298  6.743  -0.0569  0.2678  0.3698
O  9.7145  8.5455  8.408  -0.0114  -0.1406  -0.2924
O  5.1559  9.5342  9.6735  0.0724  0.0468  -0.1322
O  6.1794  1.3192  8.3668  -0.1944  -0.0238  -0.3281
O  6.2147  7.5605  8.3212  -0.1297  0.2056  -0.283
O  4.0157  4.9034  8.3627  -0.0544  -0.0765  -0.2998
O  3.7335  11.4102  8.5551  0.0466  0.0133  -0.4245
O  -0.0086  4.3662  8.2971  0.0294  0.1146  -0.2497
O  7.5122  11.5808  8.4124  0.0363  -0.0431  -0.2276
O  1.4304  1.1742  8.1424  0.2562  0.125  -0.0414
O  11.5203  -0.7977  22.806  0.0515  0.3098  0.0667
O  7.7071  0.334  22.7713  0.016  -0.1653  0.1581
O  3.4503  12.8499  22.4627  0.203  0.0914  0.4193
O  6.1817  8.9413  22.6337  -0.1306  0.2613  0.3638
O  9.5345  3.5976  22.9365  0.1002  -0.2175  -0.0252
O  6.2996  2.6711  22.7466  -0.1103  0.051  0.1618
O  0.3341  6.901  22.8989  -0.0204  -0.0777  0.1923
O  3.9992  6.3489  22.7306  0.0348  0.0048  0.1222
O  1.5045  9.3571  22.7837  0.184  0.212  0.2457
Si  7.7716  5.0981  12.7047  0.0257  0.0107  0.0098
Si  6.6188  -4.1334  16.5663  0.1014  -0.0348  -0.0028
Si  4.9845  4.0686  16.535  -0.0157  -0.0881  0.0231
Si  8.388  -3.9478  19.1763  0.2302  -0.0512  -0.1539
Si  -3.4043  10.0912  14.1962  0.0577  -0.0395  0.0196
Si  2.8514  11.744  15.9692  -0.126  0.0962  -0.0516
Si  -3.76  8.0021  11.8999  0.0779  -0.1373  0.1982
Si  3.659  16.0644  14.055  0.0719  0.0669  0.0533
Si  5.0676  13.3776  14.6323  -0.0261  0.0579  -0.027
Si  6.8299  6.3679  16.7799  0.0638  -0.0335  -0.0391
Si  10.1851  4.7306  19.3302  -0.0715  0.2675  -0.1172
Si  -0.113  0.1568  21.4819  -0.0017  -0.2507  -0.1786
Si  0.9907  8.0542  21.9286  -0.3648  0.0187  0.1769
Si  9.7018  14.0036  11.1537  0.1356  0.1717  0.2086
Si  1.2257  9.8258  9.6374  -0.0124  0.1008  0.0573
Si  0.9907  7.7834  16.8749  -0.1289  0.013  0.0056
Si  2.1906  1.614  9.5083  -0.1967  -0.1417  0.1032
Si  6.3256  8.2271  21.1706  0.2315  -0.1476  -0.3068
Si  3.4772  5.6258  9.7241  -0.0344  -0.1166  0.1918
Si  3.4469  9.1988  17.1184  -0.0341  0.0212  -0.0371
Si  5.6475  12.4492  11.6312  0.0213  0.0196  0.109
Si  8.1153  11.7876  9.9128  -0.0653  0.092  0.1329
Si  16.9295  1.6016  9.7207  0.1648  0.02  0.2781
Si  -1.6962  9.1557  9.9109  -0.0498  -0.082  0.1207
Si  5.5074  7.9586  9.7356  0.1026  -0.0321  0.3045
Si  -0.9132  3.0566  16.689  -0.0281  0.0346  -0.0061
Si  12.2989  30.3357  14.0667  -0.0673  -0.0625  -0.0406
Si  -0.667  7.6972  19.5251  -0.1556  -0.1088  -0.1851
Si  9.4667  12.9617  13.9385  0.046  0.0099  -0.0623
Si  9.7762  2.7449  21.5688  0.0672  0.3641  -0.1787
Si  3.955  -2.8175  9.9623  0.039  -0.0614  0.2787
Si  -1.1407  -1.6115  19.0501  -0.0407  -0.2524  -0.2696
Si  7.1786  5.7881  19.6926  0.0592  -0.0671  -0.132
Si  0.7873  4.4157  9.709  -0.1649  0.0599  0.1508
Si  1.9217  11.1773  18.7424  -0.0707  -0.0065  -0.1706
Si  16.5286  14.6809  19.701  -0.0146  0.2468  -0.1846
Si  5.1742  17.3288  11.5731  0.2241  0.1218  0.2641
Si  10.3318  3.5119  11.6915  -0.1891  -0.0624  0.1316
Si  15.2856  6.7581  21.188  -0.1406  -0.1284  -0.1365
Si  6.4814  14.8499  16.9692  -0.0514  0.0186  -0.0208
Si  11.5116  6.1968  14.643  -0.0349  -0.0539  0.0185
Si  -4.4923  14.9475  21.847  -0.2789  0.0374  0.0696
Si  4.5334  4.2661  19.5423  0.1121  -0.13  -0.111
Si  0.9635  -0.8085  10.8557  -0.1769  -0.131  0.1788
Si  -2.2145  0.4789  16.9701  0.0513  -0.0807  -0.1007
Si  -0.471  9.0661  14.612  -0.0102  0.1259  0.0536
Si  8.7929  18.0983  15.3395  -0.1296  0.0261  -0.0547
Si  12.3369  11.7592  13.7035  -0.0095  0.0022  0.0085
Si  2.7431  12.9985  20.9998  0.078  0.0474  -0.321
O  7.1817  9.2845  20.26  -0.202  -0.0209  0.1952
O  8.6966  -0.0832  10.0767  -0.0339  -0.0373  -0.2062
O  3.901  4.75  11.0207  -0.1459  0.0633  -0.1628
O  4.322  -1.0933  15.587  0.0249  -0.0216  0.0648
O  8.6263  11.5871  13.7426  -0.0218  -0.0493  -0.02
O  15.2301  18.7874  20.2817  -0.0332  0.1739  0.1168
O  4.1843  4.2279  17.9468  -0.0094  0.0604  0.0181
O  1.7498  12.2036  14.8824  0  0.0012  0.048
O  2.7896  9.807  18.497  -0.0139  0.0004  0.0511
O  4.8096  7.8323  20.6523  0.0154  0.1092  0.0774
O  10.0423  5.5109  14.696  0.0641  0.0432  0.0114
O  2.0905  2.8203  13.6604  -0.0479  -0.0085  -0.0368
O  -0.5358  12.7352  13.8805  -0.0053  0.0157  0.049
O  10.6101  14.9332  17.2668  -0.0168  -0.0022  0.0158
O  -0.1101  9.1812  10.3171  0.0421  -0.0897  -0.0541
O  4.1251  7.1055  9.9103  -0.0142  0.0392  -0.1513
O  -2.4418  0.2205  15.3819  -0.0265  0.0474  0.0392
O  -0.6419  6.0882  19.7444  0.0398  -0.0448  0.0667
O  10.541  3.6116  20.4381  -0.0151  -0.274  0.2207
O  4.3528  11.551  11.2131  -0.1266  -0.1103  -0.202
O  5.8202  2.9805  10.4276  -0.0352  -0.0736  -0.1592
O  0.2299  10.217  13.7276  0.0125  0.0019  -0.0518
O  13.9829  12.1693  17.494  0.0345  -0.0023  0.0274
O  10.7363  14.9023  21.9406  0.0387  -0.0353  0.1006
O  13.2101  3.0415  10.011  0.0717  -0.1276  -0.0175
O  8.9246  4.273  11.9302  0.0554  -0.038  -0.0378
O  9.5297  9.3475  14.8146  0.0052  -0.0069  0.0004
O  5.5702  18.9385  16.1672  -0.0421  0.0264  -0.0032
O  2.6404  9.7255  10.4563  -0.0038  -0.0279  -0.1167
O  4.2874  2.7488  20.0755  0.0236  -0.0558  0.0187
O  6.7105  6.6674  18.3822  -0.0444  -0.0287  0.0605
O  6.9807  10.2327  15.2972  -0.0379  -0.008  0.0477
O  1.4948  9.0126  8.2392  0.1533  -0.2984  -0.255
O  3.9376  14.4883  14.2749  -0.0416  -0.0074  -0.0117
O  1.9661  0.439  10.5971  0.1153  0.1382  -0.1172
O  -0.329  4.5631  10.8809  0.1636  0.0576  -0.1223
O  9.2748  10.6564  10.1197  0.0221  -0.0128  -0.1288
O  -3.9612  9.2662  12.9053  -0.0161  0.0325  -0.0411
O  8.109  6.6787  12.8017  0.0034  0.1103  -0.0518
O  8.3312  2.2436  21.0222  0.0214  -0.0086  -0.0432
O  11.8941  9.0249  16.0525  0.0471  -0.0321  0.0749
O  -2.2751  10.7242  19.5438  0.0178  0.0834  0.0921
O  7.673  9.6715  17.7348  -0.1103  0.0433  -0.0067
O  5.5395  0.467  10.851  -0.0389  0.0778  -0.1056
O  6.2705  16.4498  16.6703  0.03  -0.0311  0.0178
O  -0.1769  8.4839  20.8651  0.0579  0.0476  0.124
O  4.6673  16.5133  12.8718  -0.0287  -0.0344  -0.0856
O  -2.4487  8.177  10.9608  0.0966  0.0475  -0.1054
O  0.2774  11.0461  18.6699  0.1068  0.0306  0.0675
O  3.7516  0.2174  19.9034  -0.046  -0.0934  0.1297
O  0.3311  3.2158  15.6378  0.0403  -0.0105  0.0613
O  6.1278  0.9185  20.7272  0.08  -0.0432  0.0923
O  5.0819  9.2249  17.1489  -0.0742  -0.0058  0.0183
O  5.4099  1.1103  18.1526  -0.0098  -0.0385  0.0722
O  -1.6064  2.1748  10.8099  -0.0266  -0.0578  -0.0861
O  2.2181  7.4372  21.0659  0.1072  0.004  -0.0089
O  9.4111  8.1577  19.1176  -0.0111  0.0601  0.1053
O  -3.6332  1.0806  17.5206  0.0115  0.0337  0.0661
O  10.6995  12.8477  20.2504  0.0698  0.2113  0.2092
O  9.8292  12.5055  17.7254  0.0172  0.0692  0.0592
O  9.2925  16.6493  15.8537  0.0782  -0.0218  0.0318
O  2.6445  7.784  16.8807  0.0373  0.0615  0.025
O  6.2307  14.0358  15.5709  0.0134  -0.0242  -0.0029
O  6.9165  7.7706  15.9864  -0.0328  -0.0036  0.0001
O  6.5248  7.7482  10.9833  -0.1962  0.0233  -0.2093
O  6.3416  4.9703  11.9807  -0.1228  -0.0632  -0.1072
O  9.0808  0.5383  12.6775  -0.0269  -0.0748  -0.0075
O  3.9509  3.548  15.3984  -0.0209  0.0208  0.0226
O  11.086  3.0467  13.077  0.0948  0.0069  0.012
O  10.7152  4.1731  17.8845  0.0572  -0.0851  0.0329
O  -0.5294  13.163  11.0464  0.0264  -0.0658  -0.0951
O  8.5933  5.0565  19.4119  -0.0482  -0.0265  0.0745
O  12.0926  6.4073  16.159  0.0232  0.0131  0.0205
O  6.9722  11.656  11.0858  0.107  -0.0787  -0.1265
O  -0.2203  7.625  13.8734  -0.0034  0.0041  -0.0201
O  5.6681  12.7085  13.2557  -0.008  0.006  -0.0993
O  7.1568  6.7887  20.9941  -0.0151  0.1295  0.24
O  14.5912  10.1286  15.8642  0.0419  -0.0466  -0.0136
O  12.0297  7.9625  18.3706  0.0818  -0.0077  -0.0342
O  1.8365  5.6791  9.7205  0.0282  0.0862  -0.1082
O  0.9647  11.4678  9.6571  0.0785  0.0582  -0.091
O  -3.9575  4.4941  14.2126  0.0581  0.0026  0.0362
O  17.707  4.575  19.8519  0.066  0.0308  0.0711
O  8.2201  5.5596  16.5826  -0.0036  0.0262  0.0336
O  0.8957  5.161  13.8654  0.0313  0.0174  -0.0053
O  1.4166  0.5504  21.076  -0.0575  0.0926  0.1438
O  2.2925  11.6043  20.2753  -0.0346  -0.0553  0.1464
O  3.7801  1.7545  9.2501  0.0115  -0.0027  -0.075
O  1.4578  11.9474  12.267  -0.0189  0.026  -0.0945

Results
free energy: -193614.428 eV
free energy less fixed offsets of As -4856.12, O -568.88, Si -635.61 eV per atom: -3.118 eV

The program warned: the cutoff lies below the one the program advises for these potential files; the forces do not sum to zero within the program's tolerance; the exchange-correlation potential is rough where the density is thin.
